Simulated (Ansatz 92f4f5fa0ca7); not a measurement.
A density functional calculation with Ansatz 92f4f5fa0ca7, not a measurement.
Periodic cell of 226 atoms, Si132O92P2, from a study of silicon, its oxide and their interface. The atomic structure is a simulated model.
Doubt: the cutoff is far below the 930 eV that the study's wrapper takes by default for these files, so forces and energies are approximate.

Settings: functional PBE; potential files Ansatz PAW; basis plane waves; wave-function cutoff 580 eV; density cutoff ratio 5; exchange-correlation grid ratio 1; k mesh 1 x 1 x 1, Gamma-centred; self-consistency stop 5e-08 eV per atom in the density residual; occupations fixed; spin none; net charge 0.

Cell vectors (angstrom)
a  10.938  0  0
b  0  10.938  0
c  0  0  31.9494

Atoms: element, x, y, z (angstrom)
Si  10.6304  0.0037  24.4152
Si  5.0785  0.1245  24.6569
Si  2.8262  2.2949  24.5268
Si  8.5706  2.4378  24.5541
Si  10.7085  5.589  24.329
Si  5.1628  5.6155  24.445
Si  2.9904  7.9523  24.3984
Si  8.4183  7.8332  24.4089
Si  1.2972  1.1336  25.8372
Si  6.8196  1.3259  25.7352
Si  3.9928  4.0106  25.7291
Si  9.6877  4.0252  25.8437
Si  1.3438  6.7893  25.6638
Si  6.8091  6.7226  25.748
Si  4.0033  9.4674  25.9489
Si  9.4871  9.4412  25.797
Si  2.6416  -0.1323  27.2853
Si  8.1443  -0.0678  27.1446
Si  0.0798  2.6589  27.203
Si  5.4591  2.7196  27.1106
Si  2.6735  5.4134  27.1088
Si  8.1962  5.3694  27.1336
Si  0.0167  8.1471  27.1242
Si  5.5152  8.1432  27.1749
Si  4.0923  1.3265  28.4982
Si  9.5498  1.3238  28.502
Si  1.3917  4.0628  28.5634
Si  6.8178  4.0567  28.5264
Si  4.0925  6.7766  28.4867
Si  9.5636  6.7821  28.4831
Si  1.3002  9.4752  28.6174
Si  6.8305  9.5305  28.5622
Si  -0.0217  -0.0103  29.9116
Si  5.4678  -0.0088  29.896
Si  2.7704  2.7087  29.9043
Si  8.2055  2.7124  29.8876
Si  0.0019  5.4512  29.8903
Si  5.4697  5.4489  29.8886
Si  2.7583  8.1559  29.9046
Si  8.2307  8.1727  29.8881
Si  1.3673  1.3673  31.2657
Si  6.8362  1.3673  31.2657
Si  4.1018  4.1018  31.2657
Si  9.5708  4.1018  31.2657
Si  1.3673  6.8362  31.2657
Si  6.8362  6.8362  31.2657
Si  4.1018  9.5708  31.2657
Si  9.5708  9.5708  31.2657
Si  2.7345  0  0.6835
Si  8.2035  0  0.6835
Si  0  2.7345  0.6835
Si  5.469  2.7345  0.6835
Si  2.7345  5.469  0.6835
Si  8.2035  5.469  0.6835
Si  0  8.2035  0.6835
Si  5.469  8.2035  0.6835
Si  4.1091  1.3633  2.0602
Si  9.6013  1.3404  2.0642
Si  1.3829  4.0849  2.0153
Si  6.8391  4.126  2.0413
Si  4.1224  6.8287  2.0117
Si  9.6026  6.8336  2.0766
Si  1.3661  9.579  2.0783
Si  6.8473  9.6023  2.0677
Si  0.033  0.0136  3.5219
Si  5.4718  0.0239  3.4642
Si  2.7313  2.7475  3.403
Si  8.2673  2.7953  3.3558
Si  0.1226  5.4772  3.3972
Si  5.4887  5.5179  3.4166
Si  2.756  8.1533  3.3542
Si  8.2869  8.2915  3.4297
Si  1.3614  1.4773  4.8659
Si  6.8955  1.4975  4.7368
Si  4.0777  4.1414  4.7339
Si  9.6215  4.1506  4.7691
P  1.4186  6.8731  4.6636
Si  6.8286  7.0138  4.7193
Si  4.0333  9.5593  4.7915
Si  9.5928  9.6279  4.9649
Si  2.6857  0.0064  6.1632
Si  8.2728  0.1875  6.1389
Si  -0.005  2.875  6.305
Si  5.5056  2.8502  6.0589
Si  2.7324  5.6187  5.9923
Si  8.2797  5.6743  5.9525
P  -0.1863  8.5812  6.6711
Si  5.496  8.353  6.1982
Si  4.3711  1.203  7.3131
Si  9.7812  1.2695  7.6476
Si  1.1558  4.6231  7.4444
Si  6.6199  4.5965  7.2129
Si  4.2729  6.7665  7.4485
Si  9.694  6.7502  7.5261
Si  1.1436  10.0549  7.7861
Si  6.6869  10.013  7.4234
O  9.5872  1.2397  23.9753
O  4.11  6.8038  23.9375
O  4.0154  1.2407  24.0241
O  9.5404  6.7055  23.8884
O  -0.0073  5.712  7.9718
O  5.513  0.1511  7.9158
O  0.106  0.3424  8.2639
O  5.4577  5.6434  7.7844
O  7.5331  4.0732  8.4626
O  8.6555  7.052  8.7964
O  2.0562  9.4634  9.0644
O  8.822  1.7777  8.9163
O  7.5411  9.496  8.7361
O  3.5599  1.8938  8.5628
O  3.5194  7.2752  8.8556
O  2.0877  4.136  8.7349
O  8.1414  3.4866  23.3453
O  0.4483  4.9321  22.9458
O  1.9046  2.745  23.2394
O  5.8363  4.9108  23.1111
O  5.5217  9.9884  23.4936
O  2.4433  8.6846  23.0123
O  0.1939  10.0696  23.0817
O  7.7808  8.5715  23.0653
Si  8.6478  7.7068  18.4213
Si  8.7612  6.3835  13.6509
Si  3.7635  1.5642  14.7012
Si  2.1247  5.7498  17.6275
Si  2.4086  3.1433  19.4853
Si  9.7894  9.0511  12.0815
Si  1.3298  9.4189  22.0708
Si  9.1495  0.9923  13.1878
Si  1.384  5.0787  13.0369
Si  1.7645  8.2615  12.8003
Si  6.6459  9.5514  22.4161
Si  4.5103  4.6107  15.7043
Si  8.1589  3.1149  9.5912
Si  0.8297  8.2489  19.2551
Si  6.9456  1.349  21.0819
Si  8.167  8.3384  9.6926
Si  10.8632  5.2174  15.6167
Si  7.5535  9.5132  16.2952
Si  9.9289  2.0542  20.2965
Si  3.1468  8.5141  9.8894
Si  6.6838  3.3492  17.3977
Si  1.1632  0.2078  19.7965
Si  3.1941  2.8635  12.271
Si  7.2107  5.399  19.6704
Si  5.6855  8.6953  11.5452
Si  5.7545  6.115  13.2102
Si  4.6206  9.7128  17.6067
Si  1.0208  3.5964  22.1708
Si  4.8898  1.4859  18.7918
Si  3.1696  3.1714  9.4766
Si  6.4239  10.8458  13.7734
Si  10.3357  0.1349  15.9535
Si  5.6248  3.7161  11.1482
Si  9.8096  3.9331  11.9089
Si  2.3269  9.9389  15.5191
Si  6.0663  8.1274  19.7836
Si  6.936  3.9728  22.3629
Si  9.7429  2.7807  17.3671
O  7.1677  6.4219  13.9787
O  1.8719  7.0592  18.6772
O  10.271  4.0497  16.5393
O  6.1525  9.9691  17.0365
O  10.1294  0.7438  14.4587
O  8.4342  6.1238  18.8375
O  5.1449  0.716  14.4107
O  5.7052  2.0576  17.5095
O  8.3444  1.9395  20.5473
O  1.9791  4.2985  18.3985
O  6.9323  2.8625  10.6543
O  4.8283  2.7543  12.1949
O  6.0162  4.3911  16.3322
O  4.545  3.9847  9.9178
O  10.6899  2.768  21.5538
O  9.6934  6.1788  14.9902
O  6.0002  6.4912  19.8263
O  4.0706  0.1749  18.2708
O  9.2349  10.5725  12.2785
O  2.8217  4.3987  12.7148
O  1.9129  10.6993  21.201
O  3.9871  2.7239  19.3761
O  0.7123  10.0549  15.9362
O  1.2698  9.804  18.826
O  1.7063  1.6638  19.2671
O  8.925  10.404  16.4713
O  4.8639  8.5861  18.7719
O  9.5218  8.7743  10.4938
O  6.7369  4.0912  18.8438
O  2.8123  1.7489  13.3694
O  5.822  8.7739  21.2502
O  2.4985  2.5471  10.8345
O  7.6126  4.8527  21.1575
O  5.1581  7.5185  12.5776
O  0.4149  9.0929  12.4729
O  7.5566  1.0825  13.5636
O  7.0845  9.657  14.7244
O  8.9481  5.0467  12.7281
O  8.0817  8.0522  16.8926
O  6.21  2.5762  21.8886
O  2.4422  9.0849  14.0817
O  0.3938  4.5202  11.8658
O  0.8028  8.3195  20.9269
O  9.3507  3.9098  10.3525
O  9.628  2.408  12.5075
O  7.6102  8.5696  19.375
O  2.5043  8.1201  11.3427
O  3.9499  3.0766  15.3565
O  0.793  4.4961  14.4396
O  10.0447  2.9969  18.9581
O  9.1382  7.8223  12.9591
O  10.5106  0.5335  20.0746
O  5.9957  5.0953  11.9367
O  8.1435  2.7431  17.0099
O  3.5251  5.4851  16.7332
O  4.5949  9.1358  10.3822
O  1.4817  6.6978  13.2073
O  4.7384  5.5162  14.3512
O  2.0438  3.8534  20.9163
O  10.5407  1.417  16.9453
O  0.9369  6.0774  16.5528
O  7.3296  10.9496  21.9255
O  5.9274  0.9136  19.9042
O  6.0205  10.063  12.3878
O  2.8199  0.5643  15.567
O  6.9958  8.0302  10.7979
O  10.2338  8.0224  18.6752
O  3.4321  9.2175  16.5531

Results
free energy: -137748.423 eV
free energy less fixed offsets of O -568.88, P -755.39, Si -635.61 eV per atom: -0.163 eV

Forces (eV/angstrom), in the order of the atoms: element, x, y, z
Si  -0.0012  -0.001  -0.0003
Si  0.0035  0.0022  0.0004
Si  0.0005  0.0032  0.0014
Si  -0.0033  0.0007  0.0006
Si  0.0033  0.0031  -0.001
Si  0  -0.0029  0.0032
Si  -0.0055  0.001  0.0001
Si  -0.0001  0.0039  0.0017
Si  -0.0002  0.0023  -0.0029
Si  -0.001  0.0006  -0.0014
Si  0.0014  0.0002  -0.0006
Si  -0.0008  0.0019  -0.0014
Si  0.0004  0.0003  -0.0004
Si  0.0001  0.0014  -0.0029
Si  0.002  0.0022  -0.0036
Si  0.0003  0.0004  0.0001
Si  0.0007  0.0024  -0.0001
Si  0.0034  0.0037  0.0006
Si  -0.0055  -0.0027  0.0009
Si  -0.0063  -0.0035  0.0034
Si  -0.0008  0.0045  0.0019
Si  -0.0029  0.0017  0.0051
Si  -0.0014  0.0009  0.002
Si  -0.0023  -0.0007  0.0023
Si  0.0001  -0.001  -0.0039
Si  -0.0036  -0.0071  -0.0017
Si  0.0056  -0.0024  0.0045
Si  -0.0028  -0.0033  0
Si  -0.0013  -0.0089  -0.0017
Si  -0.0023  -0.0068  -0.0033
Si  -0.0079  -0.0084  0.0097
Si  -0.0008  -0.0031  0.0048
Si  -0.0009  -0.0016  -0.002
Si  -0.0015  -0.0019  -0.002
Si  -0.0014  0.0036  -0.002
Si  -0.0034  0.0041  -0.003
Si  0.0029  0.002  -0.0003
Si  -0.0002  -0.0038  -0.0008
Si  -0.004  0.0016  -0.0046
Si  -0.0039  0.0077  0.003
Si  0.0026  -0.0351  -0.115
Si  0.0484  -0.0209  -0.0286
Si  0.0913  -0.0659  0.0346
Si  -0.0768  -0.1091  -0.0733
Si  0.0368  -0.1703  0.0221
Si  0.1003  0.0287  -0.1661
Si  -0.0264  -0.0476  -0.0312
Si  -0.1445  -0.1463  0.1016
Si  -0.0407  -0.0692  0.1419
Si  -0.045  0.0793  0.0301
Si  -0.0032  -0.2019  -0.0683
Si  -0.0027  0.0913  0.1047
Si  -0.0038  -0.0865  -0.2078
Si  0.0818  0.1573  0.0686
Si  0.0201  0.1622  0.1256
Si  0.3131  0.1817  0.0089
Si  -0.0053  -0.0013  0.0073
Si  -0.018  -0.0075  0.0094
Si  0.0416  -0.0038  0.022
Si  0.0007  -0.0043  0.0138
Si  0.0011  -0.0357  0.0207
Si  -0.0062  0.0093  -0.0118
Si  -0.009  0.0073  -0.0102
Si  0.0057  0.0092  0.0109
Si  0.0306  -0.0036  0.0079
Si  -0.0006  0.0049  -0.0155
Si  -0.012  -0.0124  -0.017
Si  0.0107  0.0144  -0.0172
Si  -0.13  -0.0278  -0.0353
Si  0.0154  0.014  -0.0144
Si  0.0177  0.1014  -0.0291
Si  0.0044  -0.0204  -0.0004
Si  -0.0074  -0.002  0.0134
Si  0.0005  -0.0257  -0.0311
Si  -0.0699  0.0594  -0.0296
Si  0.0075  0.0065  0.0002
P  0.0209  0.0456  -0.0565
Si  -0.0012  0.0018  0.0024
Si  -0.0086  -0.0083  0.0027
Si  0.0698  -0.0632  -0.0362
Si  -0.0064  0.0431  -0.0288
Si  0.0263  -0.0122  0.0684
Si  0.0015  -0.0057  0.0059
Si  0.0114  -0.0046  0.0417
Si  0.0431  -0.0315  0.0781
Si  -0.0401  0.0085  -0.0237
P  -0.3414  0.0076  -0.0501
Si  -0.0032  -0.0057  -0.0183
Si  0.0129  0.0067  0.0196
Si  0.0086  0.0041  -0.03
Si  -0.0005  -0.0381  0.0487
Si  0.027  0.0039  0.0329
Si  -0.0041  0.0256  0.0335
Si  0.0214  -0.107  0.0873
Si  0.1515  0.0863  0.1963
Si  0  -0.0022  0.0124
O  0.0029  0.0018  0.0004
O  0.0016  0.0026  -0.0018
O  -0.001  0.0002  -0.0008
O  -0.001  0  -0.0003
O  -0.0278  0.0605  -0.023
O  -0.0159  0.0081  0.0035
O  0.069  -0.0822  -0.0627
O  -0.0216  -0.0025  -0.0123
O  -0.011  0.0005  0.0025
O  0.0863  -0.024  -0.1059
O  0.0206  0.0244  0.0144
O  -0.0096  0.0012  -0.0044
O  -0.0129  0.002  0.0004
O  0.0059  -0.0033  -0.0062
O  -0.0031  0.0018  0.0091
O  -0.0043  0.0071  0.0012
O  0.0007  0.0001  0.0013
O  -0.002  0.0006  -0.0004
O  -0.0007  -0.0009  0.0003
O  -0.0012  0.0017  -0.0018
O  -0.006  0.0001  0.0049
O  0.0007  0.0003  -0.0008
O  -0.0009  0.0013  0.0002
O  -0.0006  -0.0013  -0.0009
Si  -0.0015  0.0024  -0.002
Si  -0.0064  0.0029  -0.0091
Si  0  -0.0004  -0.0041
Si  0.0008  0.0014  -0.006
Si  -0.0012  0.0022  -0.0046
Si  -0.0105  -0.0033  -0.0167
Si  -0.0017  -0.001  -0.0033
Si  -0.003  0.0002  -0.0089
Si  -0.003  0.0023  -0.0069
Si  -0.0017  -0.0048  -0.0081
Si  -0.0008  -0.0019  -0.0007
Si  -0.0026  0.0012  -0.0067
Si  -0.0003  0.0076  0.0004
Si  -0.0006  -0.0016  -0.0026
Si  -0.0022  0.0008  -0.0015
Si  0.0007  0.0273  -0.0003
Si  -0.0012  0.0036  -0.0049
Si  -0.002  0.005  -0.0076
Si  -0.0011  -0.0005  -0.0027
Si  -0.011  0.0036  -0.0093
Si  -0.0034  0.0017  -0.0065
Si  -0.0028  -0.0017  -0.0011
Si  0.0015  0.003  -0.003
Si  -0.0025  0  -0.0011
Si  0.0036  0.0041  -0.0037
Si  -0.0044  0.0079  -0.0046
Si  -0.0046  0.0024  -0.0061
Si  -0.0014  0.0001  -0.0002
Si  -0.0027  0.0004  -0.003
Si  -0.003  0.0152  0.0002
Si  -0.0028  -0.0018  -0.0103
Si  0.001  0.0019  -0.0066
Si  -0.0044  0.0072  0.0001
Si  -0.0018  0.0023  -0.0022
Si  -0.0034  0.0026  -0.0055
Si  -0.0022  0.0006  -0.0037
Si  -0.0016  0.0004  -0.0003
Si  -0.0013  0.0012  -0.0062
O  -0.0002  0.0027  0.0006
O  -0.0026  0.0017  0.001
O  -0.0046  -0.0009  0.0039
O  -0.0017  -0.0006  -0.0002
O  -0.0018  0.0018  0.0039
O  -0.0028  0.0007  -0.0003
O  -0.0041  0.0039  0.0029
O  -0.0022  0.0009  0.0031
O  -0.0036  0.0001  -0.0005
O  -0.0015  -0.0037  0.0033
O  0  0.0064  -0.0036
O  -0.0053  0.0019  0.0006
O  -0.0023  -0.0004  0
O  -0.0036  0.004  0.0005
O  0.0002  0.0013  0.0001
O  -0.0003  0.0006  0.0029
O  -0.0018  0.0008  -0.0011
O  -0.0019  0.0022  0.0024
O  -0.0001  0.0025  0.0057
O  -0.0026  -0.0006  0.0028
O  -0.0012  0.0003  0.001
O  -0.0022  0.0013  -0.0004
O  -0.0025  0.0009  0.001
O  -0.0024  0.002  0.0016
O  -0.0021  -0.0006  -0.0006
O  -0.0041  -0.0003  0.0009
O  -0.0008  -0.0006  0.0028
O  -0.0021  -0.002  0.0155
O  -0.0015  0.0027  0.0033
O  -0.0016  0.0027  0.0003
O  -0.0012  0.0011  0.0012
O  -0.0035  0.0022  -0.0043
O  -0.0023  -0.001  0.0015
O  -0.0026  0.0032  0.0043
O  0.0028  0.0006  0.0023
O  -0.0032  0.0024  0.002
O  -0.0019  0.0024  0.0063
O  -0.0004  0.0007  -0.0002
O  -0.0009  0.0012  0.0033
O  -0.0007  0.0013  -0.0011
O  -0.0027  0.0017  -0.0001
O  -0.0066  0.0019  -0.0004
O  -0.0015  0.0022  0.0023
O  -0.0075  0.0062  0.0033
O  -0.0017  0.0048  0.0005
O  -0.0041  0.0005  0.0006
O  -0.0012  0.0055  0.004
O  -0.0019  0.0025  0.0012
O  -0.0053  0.0038  0.0032
O  -0.0018  -0.0001  0.0029
O  -0.0018  0.0034  0.0094
O  -0.0013  0.002  -0.0003
O  -0.0036  -0.0022  0.0007
O  -0.0012  0.002  0.0019
O  -0.0052  0.0037  0.0053
O  -0.0011  0.0026  0.0049
O  -0.0027  0.0092  0.0005
O  -0.0002  0.0016  0.0003
O  -0.0026  0.0011  0.001
O  -0.0023  0.0046  0.0015
O  -0.0039  -0.0003  0
O  -0.0006  0  -0.0009
O  0.0007  0.0006  0.0007
O  -0.0017  0.0027  0.0064
O  -0.0017  0.0021  -0.0006
O  -0.0136  0.0012  0.0101
O  -0.0029  0.0006  0.0004
O  -0.0004  0.0006  0.0026

The program warned: the cutoff lies below the one the program advises for these potential files; the forces do not sum to zero within the program's tolerance; the exchange-correlation potential is rough where the density is thin.
